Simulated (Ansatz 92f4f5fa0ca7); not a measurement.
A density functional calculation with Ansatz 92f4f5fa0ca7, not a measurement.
Periodic cell of 225 atoms, Si132O91As2, from a study of silicon, its oxide and their interface. The atomic structure is a simulated model.
Doubt: the cutoff is far below the 930 eV that the study's wrapper takes by default for these files, so forces and energies are approximate.
This geometry differs little from another in the collection (a relaxation step or a small displacement).

Settings: functional PBE; potential files Ansatz PAW; basis plane waves; wave-function cutoff 580 eV; density cutoff ratio 5; exchange-correlation grid ratio 1; k mesh 1 x 1 x 1, Gamma-centred; self-consistency stop 5e-08 eV per atom in the density residual; occupations fixed; spin none; net charge 0.

Cell vectors (angstrom)
a 10.938 0 0
b 0 10.938 0
c 0 0 31.9494

Atoms: element, x, y, z (angstrom)
Si 10.6328 0.0022 24.4278
Si 5.0828 0.1267 24.6702
Si 2.8317 2.2952 24.5411
Si 8.5761 2.4363 24.5743
Si 10.7155 5.5902 24.3408
Si 5.1652 5.6153 24.458
Si 2.9956 7.9543 24.4161
Si 8.4259 7.8325 24.4267
Si 1.2996 1.1332 25.8465
Si 6.8202 1.3283 25.7483
Si 3.9944 4.0119 25.7408
Si 9.6934 4.0267 25.8563
Si 1.3445 6.7937 25.6767
Si 6.8116 6.7227 25.7579
Si 4.0075 9.4705 25.9619
Si 9.4887 9.4432 25.8105
Si 2.6418 -0.1325 27.2952
Si 8.1439 -0.0667 27.1531
Si 0.0814 2.6579 27.2127
Si 5.4575 2.7205 27.1208
Si 2.672 5.4161 27.1163
Si 8.1966 5.3685 27.1425
Si 0.0156 8.1505 27.1365
Si 5.5167 8.1431 27.1846
Si 4.0892 1.3302 28.5041
Si 9.5451 1.3258 28.5063
Si 1.3908 4.0662 28.5696
Si 6.8136 4.0603 28.5333
Si 4.0881 6.7781 28.4906
Si 9.5601 6.7829 28.489
Si 1.2956 9.4789 28.6285
Si 6.8287 9.5334 28.57
Si -0.0278 -0.0051 29.9161
Si 5.4643 -0.0062 29.8988
Si 2.7661 2.714 29.9071
Si 8.2015 2.7168 29.8901
Si -0.0011 5.4543 29.8928
Si 5.465 5.4546 29.8912
Si 2.7548 8.16 29.9071
Si 8.2274 8.1768 29.8934
Si 1.3673 1.3673 31.2657
Si 6.8362 1.3673 31.2657
Si 4.1018 4.1018 31.2657
Si 9.5708 4.1018 31.2657
Si 1.3673 6.8362 31.2657
Si 6.8362 6.8362 31.2657
Si 4.1018 9.5708 31.2657
Si 9.5708 9.5708 31.2657
Si 2.7345 0 0.6835
Si 8.2035 0 0.6835
Si 0 2.7345 0.6835
Si 5.469 2.7345 0.6835
Si 2.7345 5.469 0.6835
Si 8.2035 5.469 0.6835
Si 0 8.2035 0.6835
Si 5.469 8.2035 0.6835
Si 4.0822 1.3861 2.0644
Si 9.5869 1.3564 2.0413
Si 1.3619 4.1234 2.0578
Si 6.8157 4.1419 2.0402
Si 4.0943 6.8418 2.0415
Si 9.5642 6.8529 2.0575
Si 1.3613 9.5993 2.0537
Si 6.8314 9.6143 2.0472
Si 0.0256 0.0371 3.4609
Si 5.477 0.0479 3.4289
Si 2.7178 2.7717 3.444
Si 8.2351 2.7887 3.3251
Si 0.0253 5.5225 3.4331
Si 5.4667 5.5241 3.4385
Si 2.746 8.2375 3.3841
Si 8.2363 8.293 3.402
Si 1.3415 1.4425 4.8633
Si 6.8786 1.4911 4.7088
Si 4.0785 4.152 4.8
Si 9.5756 4.1179 4.7334
Si 1.372 6.9485 4.8022
Si 6.8226 6.9971 4.7406
Si 4.1044 9.5815 4.7654
Si 9.6339 9.5929 4.8457
Si 2.757 0.0169 6.122
Si 8.2613 0.1376 6.0518
Si -0.077 2.8119 6.2537
Si 5.538 2.8334 6.1251
Si 2.7175 5.5738 6.142
Si 8.2636 5.6252 5.9502
Si 0.104 8.2984 6.3179
Si 5.4811 8.3188 6.2268
Si 4.4055 1.1714 7.3534
As 9.7496 1.1246 7.7035
Si 1.1276 4.4678 7.4918
Si 6.6578 4.5908 7.2752
Si 4.2745 6.7227 7.5346
Si 9.7555 6.6448 7.4873
As 1.2524 10.0221 7.8156
Si 6.7192 9.9732 7.4273
O 9.5914 1.2402 23.9898
O 4.1128 6.8047 23.9537
O 4.0189 1.2404 24.0355
O 9.5453 6.7045 23.9038
O -0.0394 5.5444 8.0109
O 5.5412 0.0998 7.9105
O 5.4918 5.638 7.7879
O 7.5415 4.3025 8.6186
O 8.7828 7.1084 8.7521
O 2.4946 9.498 9.0901
O 8.3556 1.7843 8.7592
O 7.6112 9.4866 8.7297
O 3.6115 1.821 8.6293
O 3.6403 7.1385 9.0136
O 1.9987 3.95 8.8014
O 8.1458 3.4915 23.3736
O 0.4575 4.9361 22.9579
O 1.9106 2.7482 23.2561
O 5.837 4.9104 23.1237
O 5.5316 9.9876 23.5129
O 2.4539 8.6916 23.0329
O 0.1964 10.065 23.0968
O 7.7949 8.5729 23.0839
Si 8.6699 7.6879 18.4565
Si 8.8208 6.3467 13.6114
Si 3.8145 1.548 14.7523
Si 2.1416 5.7404 17.6456
Si 2.4217 3.137 19.5023
Si 9.8708 9.0403 12.0844
Si 1.3383 9.418 22.0899
Si 9.2229 0.9692 13.2396
Si 1.4116 5.0598 13.0361
Si 1.8434 8.2466 12.8329
Si 6.6582 9.5506 22.438
Si 4.5411 4.6072 15.7422
Si 8.0831 3.1408 9.6017
Si 0.8487 8.2397 19.2786
Si 6.9599 1.3479 21.1057
Si 8.2796 8.3514 9.6908
Si 10.9019 5.1889 15.6142
Si 7.5938 9.5033 16.3446
Si 9.9408 2.0552 20.3146
Si 3.3608 8.4575 9.9771
Si 6.7093 3.3369 17.4275
Si 1.1732 0.2043 19.8165
Si 3.2054 2.818 12.325
Si 7.2305 5.3833 19.6981
Si 5.8647 8.6847 11.6122
Si 5.8019 6.1147 13.2642
Si 4.6569 9.6999 17.646
Si 1.0301 3.5987 22.1852
Si 4.9063 1.4793 18.8153
Si 3.1528 3.0765 9.5397
Si 6.4979 10.8525 13.8231
Si 10.3843 0.1121 16.0081
Si 5.583 3.7388 11.1935
Si 9.8558 3.8763 11.8935
Si 2.3743 9.9187 15.5703
Si 6.0896 8.1099 19.8178
Si 6.9431 3.971 22.3867
Si 9.7685 2.7731 17.3878
O 7.242 6.3603 13.9991
O 1.8858 7.05 18.6937
O 10.2954 4.0314 16.5422
O 6.1922 9.9619 17.0857
O 10.2011 0.6996 14.5053
O 8.4553 6.1044 18.8661
O 5.2022 0.7151 14.4389
O 5.7265 2.0472 17.5339
O 8.3569 1.9395 20.5685
O 1.9886 4.2891 18.415
O 6.9066 2.9255 10.7168
O 4.8382 2.7445 12.2478
O 6.0462 4.3899 16.3715
O 4.4845 3.9661 9.9678
O 10.6992 2.7682 21.5735
O 9.7472 6.139 14.9521
O 6.0193 6.4742 19.8552
O 4.0949 0.1611 18.3029
O 9.3019 10.5532 12.3213
O 2.8439 4.3663 12.7273
O 1.9198 10.7 21.2234
O 4.0005 2.7186 19.3927
O 0.7649 10.0395 16.0003
O 1.2825 9.7969 18.8522
O 1.7209 1.6573 19.2859
O 8.9721 10.3837 16.5283
O 4.8903 8.5712 18.8082
O 9.635 8.8163 10.479
O 6.7595 4.0704 18.8787
O 2.8358 1.7201 13.4409
O 5.8364 8.7627 21.2794
O 2.5086 2.4417 10.904
O 7.6325 4.8459 21.1871
O 5.2937 7.5603 12.6701
O 0.499 9.0732 12.4669
O 7.6377 1.0831 13.6369
O 7.1327 9.6519 14.7758
O 8.976 5.03 12.6464
O 8.1076 8.0337 16.9294
O 6.2217 2.5722 21.9143
O 2.4805 9.06 14.1396
O 0.4263 4.5039 11.8567
O 0.8217 8.3112 20.9501
O 9.4214 3.7038 10.3374
O 9.7101 2.3878 12.581
O 7.6353 8.5492 19.4146
O 2.6714 8.1316 11.4304
O 3.9907 3.0694 15.3941
O 0.8341 4.467 14.4415
O 10.0612 3.0019 18.9796
O 9.2082 7.7938 12.9348
O 10.5209 0.5339 20.0919
O 5.9457 5.1263 11.9605
O 8.1679 2.7309 17.0366
O 3.5504 5.4774 16.768
O 4.8121 9.0673 10.4238
O 1.5218 6.678 13.2065
O 4.7734 5.5278 14.3993
O 2.0555 3.8502 20.932
O 10.5729 1.4078 16.9862
O 0.9617 6.0577 16.559
O 7.3434 10.9478 21.9483
O 5.9411 0.9108 19.9314
O 6.1579 10.0797 12.4201
O 2.889 0.5382 15.6273
O 7.1705 8.0168 10.8537
O 10.2539 8.0063 18.7058
O 3.4747 9.1875 16.5987

Results
free energy: -145378.625 eV
free energy less fixed offsets of As -4856.12, O -568.88, Si -635.61 eV per atom: 2.215 eV

Forces (eV/angstrom), in the order of the atoms: element, x, y, z
Si 0.0076 0.0062 -0.0109
Si -0.0026 -0.0038 -0.0003
Si -0.0061 -0.0035 -0.0097
Si 0.0007 0.0044 -0.0012
Si -0.0078 -0.0099 -0.0014
Si 0.0018 0.0056 -0.0082
Si 0.0025 0.0053 0.004
Si -0.0041 -0.0098 -0.0076
Si 0.0003 -0.0015 0.0101
Si 0.0088 0.0004 -0.0027
Si -0.0025 0.0059 0.002
Si 0.0042 0.0015 0.0031
Si 0.0086 0.0035 -0.0036
Si 0.0015 0.0019 0.0097
Si 0.0023 -0.0067 0.0023
Si 0.0053 0.0023 0.0014
Si -0.0079 -0.0008 0.0019
Si -0.0185 -0.0086 0.0035
Si 0.0061 0.0052 -0.0009
Si 0.0078 0.0048 -0.0016
Si -0.0057 -0.0115 -0.0037
Si -0.003 -0.0012 -0.0107
Si -0.0083 -0.0063 -0.0029
Si 0.0007 0.0002 -0.0045
Si -0.0134 -0.0094 0.0072
Si 0.0071 0.0089 0.0045
Si -0.0142 -0.0005 -0.0105
Si -0.001 0.0025 -0.0046
Si 0.0056 0.0152 0.0044
Si -0.0067 0.0047 0.0073
Si 0.0167 0.0172 -0.0215
Si -0.0012 0.0014 -0.0123
Si -0.0088 0.0044 0.0097
Si 0.0055 0.0049 0.0014
Si 0.0073 -0.0065 0.0015
Si 0.0038 -0.0057 0.005
Si 0.0082 0.0013 0.0015
Si -0.0046 -0.0011 0.003
Si 0.0072 -0.0186 0.0089
Si 0.0074 -0.004 -0.0029
Si 0.0606 0.001 -0.0745
Si 0.0414 -0.0475 -0.0002
Si 0.1013 -0.0794 0.067
Si -0.0547 -0.1041 -0.0581
Si 0.0141 -0.1845 0.0495
Si 0.0581 -0.0332 -0.1272
Si -0.012 -0.0483 -0.0131
Si -0.1364 -0.1251 0.136
Si -0.0563 0.0606 0.0016
Si -0.0207 0.0518 -0.1321
Si 0.0745 0.0589 0.0266
Si -0.1029 0.1421 0.0914
Si -0.0417 -0.0754 -0.0454
Si -0.0771 0.1517 -0.0357
Si 0.0205 0.1488 0.0661
Si 0.0944 0.0934 0.0774
Si 0.0119 -0.0088 0.0051
Si -0.0024 -0.0014 -0.013
Si -0.0226 0.0179 0.0062
Si -0.0124 0.0019 -0.0104
Si -0.008 0.0043 -0.0083
Si 0.0152 -0.0053 0.004
Si 0.003 -0.0063 -0.0125
Si -0.0101 0.0235 0.0045
Si -0.008 -0.002 -0.0089
Si -0.0109 -0.0005 0.0184
Si 0.0146 0.0061 -0.0189
Si -0.0083 -0.0031 0.0237
Si 0.0045 -0.0134 0.0246
Si 0.018 -0.0064 -0.0243
Si 0.0045 -0.0067 0.0156
Si -0.0158 -0.0375 -0.0041
Si 0.003 -0.0196 0.0083
Si 0.0379 -0.0275 -0.0001
Si -0.0082 -0.0141 0.0096
Si 0.0258 0.0143 -0.0319
Si -0.0186 0.0006 -0.0333
Si 0.0005 0.0246 0.0093
Si -0.024 0.0495 0.0149
Si 0.0062 0.039 -0.0054
Si 0.0443 -0.0375 -0.067
Si -0.0267 0.0359 -0.0495
Si -0.0239 0.0156 -0.0155
Si -0.0131 -0.0054 -0.019
Si -0.0011 0.0086 -0.0025
Si -0.0182 -0.0175 -0.0007
Si 0.0256 -0.075 0.0207
Si 0.0054 -0.0172 -0.0308
Si -0.0227 -0.016 -0.0179
As -0.1837 0.1019 0.0695
Si 0.0134 0.0284 0.0374
Si 0.0141 0.0455 -0.004
Si 0.0111 -0.0137 0.0101
Si 0.0122 0.0187 -0.0042
As 0.1297 -0.0527 0.072
Si 0.0096 0.005 0.0034
O -0.0043 -0.006 0.0014
O -0.0015 -0.0068 -0.0018
O 0.0011 0.0047 0.0011
O 0.0014 0.0032 -0.0012
O 0.0073 -0.0146 -0.0021
O 0.0126 0.0238 0.0434
O -0.0361 -0.0262 0.0001
O 0.0179 -0.0227 0.0109
O 0.0064 -0.0078 -0.0037
O -0.0576 0.0348 -0.0484
O 0.094 -0.0797 -0.0712
O 0.0067 0.008 -0.0031
O -0.0125 -0.0026 0.0055
O -0.01 0.0207 0.0226
O -0.014 0.0043 -0.0186
O 0.0027 -0.0029 0.0041
O -0.0012 0.0064 0.0072
O 0.0054 -0.0023 0.0078
O -0.0035 0.0028 0.0072
O -0.005 0.0042 0.0066
O 0.0026 -0.0031 0.0051
O -0.0052 0.0023 0.0086
O 0.0054 -0.0024 0.009
Si 0.0011 -0.0001 -0.003
Si -0.0026 -0.0005 0.0035
Si 0 0.0014 0.0014
Si 0.0017 0.0002 -0.0027
Si 0.0014 -0.0002 -0.0058
Si 0.0006 -0.0019 0.012
Si 0 -0.0002 -0.0112
Si -0.0004 -0.0008 0.0057
Si 0.0025 0.0014 0.0021
Si 0.0021 -0.0037 0.01
Si -0.0019 0.0024 -0.0126
Si 0 0.0002 -0.0018
Si -0.0091 0.0462 0.0272
Si 0.0002 -0.0018 -0.0054
Si 0.0001 0.0009 -0.0071
Si -0.0091 -0.0107 0.014
Si 0.0004 0.0012 0.001
Si 0.0004 0.0004 -0.0001
Si 0.0001 -0.0001 -0.0064
Si 0.0033 -0.051 0.0242
Si -0.0008 0.0001 -0.0025
Si 0.0001 0.0004 -0.0047
Si 0.0027 0.0065 0.0071
Si 0.0002 0.0001 -0.0063
Si 0.0077 -0.0096 0.0128
Si -0.0015 -0.0001 0.0024
Si -0.0002 0.0007 -0.0026
Si -0.0003 -0.0025 -0.0122
Si -0.0006 -0.0001 -0.0043
Si 0.0062 0.0096 0.0221
Si -0.0014 0.0008 0.0061
Si 0.0013 -0.0017 0.0026
Si -0.0053 0.0089 0.0092
Si 0.0056 0.0057 0.0139
Si 0.0012 0.0007 0.0005
Si 0.0004 -0.0017 -0.0074
Si 0.0019 -0.0016 -0.0096
Si 0.0002 0.0001 -0.0023
O 0.0019 0.0004 0.0003
O -0.0009 0.0019 0.002
O 0 -0.0014 0.0012
O -0.0004 0.0003 0.0008
O -0.0007 0.0011 -0.0028
O -0.0007 -0.001 0.0015
O 0.0021 -0.0015 -0.0003
O -0.0002 -0.0009 0.0014
O -0.0013 -0.0009 0.0023
O 0 -0.0021 0.0022
O 0.0071 -0.0154 -0.0054
O 0.0029 -0.0026 0.0002
O 0.0012 -0.0003 0.0016
O -0.0022 0.0012 -0.0074
O 0.0021 0.0022 0.0055
O -0.0003 0.0003 -0.0019
O -0.0001 0.0003 0.0018
O 0.0005 0.0008 0.0016
O 0.0024 -0.0026 -0.0051
O 0.0014 -0.0014 0.0002
O 0.0003 -0.0019 0.0054
O -0.0006 0.0004 0.0012
O -0.0004 0.0002 -0.0002
O 0.0002 0.0008 0.0022
O -0.0002 -0.0005 0.0012
O 0.0007 0.0008 -0.0002
O 0.0018 -0.001 0.003
O 0.0031 0.0021 -0.0075
O 0.0007 0.0016 0.0031
O -0.0009 -0.0017 -0.0019
O 0.0015 0.002 0.0076
O -0.0032 -0.0034 -0.0029
O -0.0004 -0.0021 0.0062
O 0.0005 0.0047 -0.0044
O -0.0058 0.0039 -0.0038
O 0.0019 0.0003 -0.0015
O -0.0002 0.0012 -0.0025
O 0.0012 -0.0042 -0.0026
O 0.001 -0.0013 0.0014
O -0.0003 0.0013 0.0031
O -0.0005 -0.0004 -0.0012
O -0.0043 -0.0033 -0.0025
O 0.0009 0.0017 0.0054
O 0.0087 -0.0057 -0.0046
O 0.0005 0.0021 -0.0032
O -0.0018 0.0004 0.0023
O 0.0044 0.0052 -0.0143
O 0.0001 -0.0013 -0.0005
O 0.0008 -0.0016 -0.0016
O 0.0005 -0.001 0.0039
O 0.0011 0.0034 -0.0033
O -0.0003 0.0005 0.0016
O 0.0013 -0.0031 -0.0019
O -0.0001 -0.0005 0.0005
O -0.0002 0.0001 0.0009
O -0.0017 0.013 -0.0159
O 0.0001 0.0016 0.0014
O 0.0011 0.0002 0.0003
O -0.002 0.001 0.0067
O 0.0001 0.0003 -0.0002
O 0.0009 0.0003 0
O 0.0003 -0.0034 0.0039
O 0.0029 0.0001 0.0042
O -0.0007 -0.0003 -0.0052
O 0.0006 0.0002 -0.001
O 0.0014 0.0038 -0.002
O 0.0012 0.0004 0.0013
O -0.0003 -0.0008 0.0009

The program warned: the cutoff lies below the one the program advises for these potential files; the forces do not sum to zero within the program's tolerance; the exchange-correlation potential is rough where the density is thin.
